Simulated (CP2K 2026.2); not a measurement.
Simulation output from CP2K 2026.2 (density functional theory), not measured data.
Periodic cell of 496 atoms, Si352O144, from a study of silicon, its oxide and their interface. The atomic structure is a simulated model.
Doubt: the forces sum to 1.62 eV/angstrom along one axis rather than to zero, so they err by at least 0.0033 eV/angstrom per atom on average; the grid cutoff is modest.

Settings
functional: PBE
method: Gaussian and plane waves
basis set: DZVP-MOLOPT-SR-GTH
pseudopotentials: GTH-PBE
grid cutoff: 350 Ry, relative cutoff 50 Ry
k points: Gamma only
occupations: fixed
spin: none
net charge: 0

Cell vectors (angstrom)
a	15.3866	0	0
b	0	15.3866	0
c	0.0453	4.565	37.6861

Atoms and the computed forces on them: element, x, y, z (angstrom), force x, y, z (eV/angstrom)
Si	15.38	4.335	31.724	0.031	0.042	0.653
Si	15.278	8.751	31.52	-0.006	-0.607	0.11
Si	0.046	11.913	31.571	0.017	0.093	0.748
Si	15.314	16.583	31.612	0.132	-0.148	0.74
Si	3.899	4.793	31.461	-0.051	-0.259	0.808
Si	3.853	7.946	31.502	-0.068	0.214	0.777
Si	3.757	12.678	31.444	0.227	-0.252	0.756
Si	3.777	15.845	31.458	0.11	0.248	0.814
Si	7.683	5.21	31.706	0.09	0.145	0.652
Si	7.603	7.587	31.754	0.103	-0.076	0.731
Si	7.847	12.963	31.549	-0.018	0.018	0.03
Si	7.81	15.454	31.567	0.012	-0.038	0.001
Si	11.582	5.005	31.713	-0.063	-0.102	0.771
Si	11.469	8.126	31.617	0.005	0.195	0.772
Si	11.74	12.578	31.691	-0.221	-0.171	0.703
Si	11.631	15.688	31.77	-0.114	0.103	0.764
Si	2.004	4.505	32.885	-0.003	0.018	-0.032
Si	1.89	8.379	32.774	0.027	-0.013	-0.023
Si	1.958	12.247	32.896	-0.002	0.006	-0.041
Si	1.902	16.135	32.857	-0.004	-0.014	-0.022
Si	5.772	4.558	32.88	-0.002	0.023	-0.014
Si	5.713	8.298	32.923	-0.01	0.019	-0.04
Si	5.812	12.307	32.658	0	0.021	-0.084
Si	5.801	16.05	32.725	-0.003	0.006	-0.051
Si	9.612	4.614	32.92	-0.024	0.014	-0.06
Si	9.532	8.339	32.901	-0.032	0.01	-0.042
Si	9.693	12.323	32.888	0.043	-0.039	-0.04
Si	9.637	15.991	32.963	0.013	0.019	-0.072
Si	13.469	4.619	33.037	0.006	-0.006	-0.016
Si	13.416	8.474	32.921	-0.066	-0.01	-0.022
Si	13.599	12.29	33.019	0.045	0.004	-0.03
Si	13.512	16.149	33.047	0.009	0.006	-0.023
Si	1.908	6.476	34.207	-0.004	-0.01	0.013
Si	1.991	10.289	34.197	0.004	-0.019	0.042
Si	1.886	14.194	34.232	0.006	0	0.023
Si	1.989	18.006	34.273	0.011	0.013	0.029
Si	5.711	6.429	34.337	0.011	-0.005	0.023
Si	5.794	10.358	34.087	-0.023	0.003	0.009
Si	5.758	14.157	34.167	-0.02	-0.016	0.003
Si	5.815	17.966	34.148	-0.028	-0.015	-0.021
Si	9.618	6.485	34.354	-0.038	0.002	0.01
Si	9.591	10.336	34.173	0.044	0.008	0.026
Si	9.693	14.139	34.38	-0.014	-0.004	0.017
Si	9.622	18.01	34.201	0.039	-0.021	0.021
Si	13.502	6.562	34.325	0.005	0.019	0.02
Si	13.456	10.355	34.316	-0.026	-0.025	0.063
Si	13.587	14.208	34.364	-0.019	0	0.049
Si	13.427	18.07	34.363	-0.015	0.023	0.059
Si	15.427	6.504	35.645	-0.004	-0.004	0.009
Si	0.055	10.314	35.594	-0.003	0.028	-0.027
Si	0.075	14.19	35.714	0.009	0.006	0.022
Si	15.422	18.042	35.627	-0.001	-0.015	-0.018
Si	3.793	6.473	35.644	0.012	-0.008	-0.003
Si	3.908	10.328	35.545	0	-0.011	-0.005
Si	3.852	14.176	35.556	-0.036	-0.006	-0.006
Si	3.919	17.99	35.59	-0.017	0.004	0.004
Si	7.667	6.469	35.654	0.01	-0.003	0.034
Si	7.675	10.346	35.54	-0.004	-0.042	-0.01
Si	7.677	14.154	35.595	0.011	-0.009	-0.047
Si	7.703	18.003	35.567	0	0.024	-0.004
Si	11.561	6.512	35.669	0.004	-0.021	0.004
Si	11.5	10.338	35.607	0.003	0.035	0.016
Si	11.622	14.178	35.685	0.022	0.022	0.013
Si	11.494	18.033	35.657	0.011	-0.005	0.019
Si	15.412	4.569	36.991	-0.008	0.013	0.001
Si	0.045	8.425	36.996	0.004	-0.019	-0.006
Si	15.431	12.224	36.992	-0.004	-0.001	0.009
Si	15.429	16.134	37.015	-0.006	-0.004	0.017
Si	3.853	4.531	36.969	0.005	-0.001	0.006
Si	3.872	8.423	36.958	0.014	0.013	0.015
Si	3.862	12.248	36.926	-0.013	-0.002	0.007
Si	3.883	16.078	36.957	-0.006	0.009	0.01
Si	7.692	4.528	36.971	0.002	0.013	0.01
Si	7.685	8.431	36.951	0	0.001	0.001
Si	7.682	12.239	36.956	0.001	-0.008	0.006
Si	7.702	16.085	36.947	0.01	0.013	0.007
Si	11.538	4.573	37.004	-0.01	-0.004	0.007
Si	11.54	8.436	37.002	-0.013	0.017	-0.006
Si	11.555	12.24	37.002	-0.001	-0.022	0
Si	11.556	16.111	37.013	0.013	-0.001	0.016
Si	1.921	15.379	11.609	-0.011	0.012	-0.006
Si	1.867	3.787	11.532	0.003	-0.003	-0.009
Si	1.847	7.707	11.502	0.004	0	-0.009
Si	1.907	11.512	11.605	-0.025	0.009	0
Si	5.737	15.355	11.592	-0.017	-0.002	-0.002
Si	5.714	3.811	11.498	0.011	0.016	-0.011
Si	5.735	7.713	11.488	0.002	0.004	-0.005
Si	5.743	11.555	11.598	-0.011	-0.003	-0.002
Si	9.602	15.392	11.584	0.027	0.023	0.008
Si	9.603	3.815	11.486	0.008	0.006	-0.027
Si	9.594	7.748	11.532	-0.018	-0.008	0.008
Si	9.588	11.53	11.586	0.006	-0.025	0.005
Si	13.47	15.363	11.575	0.024	-0.006	-0.002
Si	13.44	3.829	11.504	-0.023	-0.015	-0.03
Si	13.417	7.727	11.516	-0.001	0.006	-0.006
Si	13.447	11.548	11.571	0.005	-0.01	-0.006
Si	1.898	1.914	12.993	0.015	-0.002	0.041
Si	1.809	5.755	12.793	-0.006	0.007	-0.03
Si	1.808	9.565	12.95	0.007	-0.001	0.047
Si	2	13.445	12.968	0.029	0.024	-0.01
Si	5.758	1.916	12.904	-0.016	0.006	0.002
Si	5.649	5.768	12.781	0.03	-0.001	-0.025
Si	5.774	9.6	12.901	0.026	-0.024	0.007
Si	5.723	13.456	13.022	0.001	0.003	0.004
Si	9.635	1.953	12.932	-0.029	0.012	-0.015
Si	9.56	5.766	12.766	0.009	-0.008	-0.043
Si	9.613	9.627	12.999	0.009	-0.01	-0.01
Si	9.601	13.457	12.93	-0.014	-0.003	0.003
Si	13.439	1.924	12.894	0.013	0.002	-0.002
Si	13.437	5.777	12.808	-0.022	0.01	0.01
Si	13.363	9.626	12.929	-0.043	0.007	-0.012
Si	13.557	13.447	12.964	-0.02	0.003	0.018
Si	15.301	1.923	14.318	0.016	0.008	-0.015
Si	15.325	5.793	14.205	0.013	0.019	0.036
Si	15.219	9.604	14.328	0.022	-0.012	0.003
Si	0.145	13.421	14.361	-0.014	0	0.036
Si	3.882	1.896	14.322	-0.017	-0.016	-0.028
Si	3.705	5.725	14.116	-0.028	0.011	-0.003
Si	3.815	9.493	14.178	-0.019	-0.041	-0.005
Si	3.833	13.407	14.493	-0.007	0.003	-0.014
Si	7.69	2.007	14.251	0.017	0.003	-0.03
Si	7.598	5.78	14.036	-0.003	0.024	-0.038
Si	7.676	9.632	14.339	0.01	0.015	-0.024
Si	7.681	13.526	14.325	-0.027	-0.014	-0.035
Si	11.566	1.925	14.313	-0.005	-0.005	-0.003
Si	11.487	5.778	14.078	-0.021	-0.018	-0.012
Si	11.523	9.635	14.435	-0.032	0.001	0.006
Si	11.576	13.431	14.215	0.049	-0.025	-0.009
Si	0.068	15.391	15.705	-0.015	0.027	-0.026
Si	15.276	3.918	15.607	0.034	-0.058	0.043
Si	15.17	7.652	15.663	-0.072	-0.024	0.001
Si	0.058	11.472	15.773	0.055	-0.009	0.009
Si	3.927	15.435	15.837	0.017	0.001	0.049
Si	3.801	3.899	15.566	0.046	-0.044	0.01
Si	3.689	7.572	15.531	0.038	0.053	0.001
Si	3.797	11.269	15.664	0.029	0.065	0.059
Si	7.803	15.517	15.628	0.029	0.018	0.038
Si	7.565	3.985	15.525	-0.007	-0.023	0.059
Si	7.57	7.579	15.509	0.058	-0.002	0.058
Si	7.717	11.605	15.697	-0.003	-0.033	0.013
Si	11.638	15.316	15.591	0.017	0.051	0.033
Si	11.517	3.948	15.529	-0.027	-0.011	0.053
Si	11.437	7.558	15.606	-0.096	0.05	0.05
Si	11.647	11.65	15.762	-0.062	-0.024	-0.022
Si	1.95	15.958	17.051	0.066	-0.21	-0.783
Si	1.858	3.737	16.879	-0.029	0.109	-0.72
Si	1.759	8.004	16.862	-0.065	-0.003	0.047
Si	1.945	10.515	16.988	-0.039	-0.093	-0.063
Si	5.987	15.723	17.069	-0.253	-0.147	-0.808
Si	5.662	4.606	16.84	0.011	0.159	-0.613
Si	5.629	6.983	16.723	-0.057	0.05	0.022
Si	5.758	11.186	16.944	0.027	0.107	-0.808
Si	9.75	15.224	16.966	0.036	0.077	-0.675
Si	9.528	4.475	16.669	0.107	0.26	-0.633
Si	9.467	6.911	16.75	-0.034	-0.19	-0.73
Si	9.66	12.056	16.992	0.099	-0.448	-0.209
Si	13.524	14.676	16.861	0.164	-0.248	-0.604
Si	13.371	4.482	16.902	0	0.009	-0.048
Si	13.245	6.938	16.99	0.165	-0.167	-0.515
Si	13.61	12.274	17.065	0.028	0.016	0.004
Si	12.743	8.993	19.179	-0.078	-0.207	-0.015
Si	5.776	8.41	18.533	-0.086	-0.533	-0.484
Si	10.184	10.723	18.834	-0.208	0.134	-0.474
Si	3.27	17.563	21.09	0.102	-0.082	-0.003
Si	9.044	15.716	22.295	0.04	-0.013	-0.017
Si	9.725	7.38	22.312	-0.029	0.104	0.007
Si	10.59	12.309	21.394	-0.091	0.034	0.025
Si	3.163	8.217	20.311	-0.077	0.048	-0.085
Si	10.154	2.419	18.882	-0.065	0.059	-0.322
Si	0.785	7.674	24.939	-0.041	-0.2	0.064
Si	8.66	8.202	19.525	-0.013	0.047	-0.19
Si	11.574	12.729	25.747	-0.007	-0.066	-0.045
Si	11.21	16.48	28.94	-0.071	0.029	0.15
Si	13.219	3.375	18.98	0.015	0.316	-0.6
Si	3.156	7.164	23.183	0.034	-0.031	-0.166
Si	13.905	15.945	19.684	0.042	0.01	-0.074
Si	8.919	14.181	25.062	-0.031	-0.015	0.113
Si	6.917	11.728	24.813	0.011	-0.087	0.04
Si	2.063	6.956	27.721	-0.029	0.044	0.032
Si	1.487	15.273	20.011	0.063	0	-0.171
Si	11.899	15.186	22.002	0.031	-0.157	-0.052
Si	11.293	10.513	29.53	-0.015	-0.02	0.18
Si	13.725	9.295	24.296	-0.076	0.062	-0.106
Si	3.661	16.009	23.764	0.001	0.004	0.049
Si	8.143	2.748	21.197	-0.114	0.013	-0.182
Si	7.975	9.084	23.924	0.09	-0.091	-0.13
Si	5.692	2.733	19.139	0.027	0.049	-0.027
Si	1.921	10.835	19.315	0.061	-0.127	-0.63
Si	3.437	13.105	20.773	0.006	-0.055	-0.112
Si	8.29	11.675	29.618	-0.057	0.373	0.563
Si	14.298	11.362	19.207	-0.207	0.507	-0.534
Si	12.823	10.538	21.689	0.086	-0.043	-0.134
Si	0.63	18.323	24.88	-0.035	0.074	-0.02
Si	14.667	5.549	20.661	0.107	-0.004	-0.136
Si	13.089	14.456	27.401	0.021	-0.03	0.051
Si	8.234	16.341	29.417	-0.071	-0.033	0.64
Si	9.162	8.148	26.618	-0.056	-0.155	0.028
Si	5.219	13.422	23.144	-0.024	0.054	-0.149
Si	1.741	4.426	22.347	-0.093	0.003	0.071
Si	11.634	9.949	26.529	-0.104	-0.044	0.033
Si	7.836	13.348	21.302	-0.039	-0.067	-0.036
Si	15.31	7.001	29.867	-0.157	0.493	0.535
Si	0.944	15.205	24.711	0.082	0.008	0.054
Si	1.246	4.02	27.673	-0.095	0.057	0.047
Si	4.31	16.635	26.654	-0.108	0.025	0.064
Si	1.532	6.362	18.653	-0.017	0.464	-0.574
Si	12.778	6.751	22.729	0.037	-0.107	-0.085
Si	2.379	14.283	27.394	-0.025	-0.012	-0.025
Si	14.203	5.341	24.775	0.008	-0.003	0.03
Si	11.292	4.04	28.87	-0.026	-0.019	0.115
Si	6.037	6.746	24.146	0.067	-0.039	0.064
Si	13.552	14.334	24.48	-0.004	-0.152	0.036
Si	7.843	5.473	26.122	-0.018	-0.01	-0.019
Si	7.258	8.906	28.978	-0.047	-0.081	0.056
Si	3.759	11.766	28.513	-0.087	0.089	0.099
Si	0.095	14.308	29.426	-0.032	-0.03	0.188
Si	4.244	8.85	28.529	-0.005	-0.018	0.176
Si	8.029	5.014	23.316	-0.035	-0.187	0.001
Si	6.891	15.262	26.951	0.066	-0.018	0.024
Si	6.507	12.4	27.473	0.035	0	0.031
Si	13.857	5.484	27.764	0.099	0.011	0.087
Si	8.262	4.143	28.828	0.037	-0.017	0.089
Si	5.898	13.39	19.086	-0.025	-0.024	0.068
Si	3.389	18.073	29.189	0.074	-0.02	0.147
Si	1.9	15.367	0.664	0.002	-0.001	-0.003
Si	1.919	3.864	0.662	-0.001	-0.007	0.002
Si	1.92	7.674	0.652	-0.008	0.007	0.004
Si	1.927	11.546	0.661	-0.007	-0.004	0.002
Si	5.73	15.372	0.649	-0.008	0.01	-0.004
Si	5.737	3.848	0.649	-0.01	-0.016	0.001
Si	5.723	7.678	0.636	0.008	0.011	-0.002
Si	5.748	11.526	0.643	-0.006	-0.015	-0.007
Si	9.563	15.382	0.661	0.004	0.01	-0.001
Si	9.558	3.857	0.651	0.01	-0.014	-0.001
Si	9.565	7.687	0.646	-0.003	0.025	0
Si	9.569	11.527	0.652	0.006	-0.013	-0.004
Si	13.434	15.379	0.656	0.003	0.004	0.001
Si	13.44	3.86	0.653	0.007	-0.022	0.005
Si	13.447	7.665	0.658	0.002	0.006	0.004
Si	13.444	11.552	0.67	0.003	0.001	0.007
Si	1.909	1.921	2.007	0.014	0.004	-0.002
Si	1.908	5.77	2.035	0.005	-0.002	0.005
Si	1.907	9.609	2.007	-0.005	0.004	-0.002
Si	1.906	13.456	2.031	-0.006	-0.004	0.005
Si	5.741	1.916	2.006	0.011	0.004	0.003
Si	5.733	5.766	2.016	-0.017	-0.004	0.006
Si	5.742	9.603	2.004	0.007	-0.001	0.006
Si	5.738	13.45	2.009	-0.011	0.002	0.001
Si	9.567	1.926	2.012	-0.009	-0.004	0.005
Si	9.574	5.772	2.02	-0.003	-0.001	-0.002
Si	9.574	9.607	2.015	-0.016	-0.002	0.005
Si	9.578	13.454	2.012	0.005	0	-0.001
Si	13.434	1.924	2.006	0	0.001	-0.007
Si	13.44	5.762	2.036	0.011	0.006	0
Si	13.44	9.607	2.005	-0.001	0.002	-0.003
Si	13.437	13.467	2.029	0.012	-0.008	0.003
Si	15.363	1.919	3.366	0.001	-0.006	-0.004
Si	15.365	5.766	3.389	0.006	-0.002	0.004
Si	15.364	9.612	3.367	0.004	-0.001	0.001
Si	15.363	13.457	3.38	-0.001	-0.003	-0.002
Si	3.823	1.916	3.378	0.009	-0.003	0.006
Si	3.825	5.764	3.394	0.002	0.001	0.008
Si	3.824	9.611	3.376	0.005	0.004	0.001
Si	3.827	13.456	3.383	-0.005	0.006	-0.001
Si	7.653	1.918	3.383	-0.009	0	-0.003
Si	7.655	5.768	3.384	0.001	0.005	0.002
Si	7.656	9.608	3.381	-0.002	-0.001	-0.001
Si	7.658	13.456	3.374	-0.002	0.005	-0.007
Si	11.504	1.919	3.365	-0.008	-0.003	-0.002
Si	11.503	5.765	3.38	0.001	-0.001	0.001
Si	11.51	9.611	3.366	0.001	0.001	0
Si	11.503	13.459	3.371	0	-0.004	-0.005
Si	15.363	15.381	4.733	0.008	-0.016	-0.005
Si	15.361	3.835	4.739	0.005	0.011	-0.002
Si	15.36	7.696	4.74	-0.004	-0.001	-0.002
Si	15.359	11.535	4.735	-0.002	0.015	-0.004
Si	3.825	15.377	4.74	0.004	-0.011	-0.002
Si	3.822	3.836	4.747	-0.002	0.012	-0.001
Si	3.822	7.692	4.746	-0.002	-0.01	-0.004
Si	3.823	11.535	4.74	-0.006	0.011	-0.004
Si	7.66	15.375	4.74	0.005	0.001	-0.001
Si	7.657	3.841	4.745	-0.002	-0.006	-0.001
Si	7.659	7.69	4.748	-0.003	0.002	0
Si	7.659	11.537	4.739	-0.003	-0.001	-0.001
Si	11.507	15.38	4.731	-0.002	-0.005	-0.005
Si	11.505	3.836	4.736	0	-0.01	-0.003
Si	11.508	7.693	4.738	0	0.005	0.002
Si	11.509	11.537	4.731	0.002	0.005	-0.002
Si	1.898	15.369	6.096	-0.003	0.014	0.001
Si	1.895	3.836	6.104	0.01	-0.018	0.006
Si	1.895	7.693	6.102	0.013	0.012	0.004
Si	1.896	11.543	6.095	-0.001	-0.014	-0.002
Si	5.741	15.368	6.108	-0.009	0.006	0.004
Si	5.74	3.839	6.115	0.006	-0.002	0.006
Si	5.739	7.69	6.113	0.003	0.005	0.004
Si	5.741	11.543	6.107	-0.003	-0.002	0
Si	9.586	15.376	6.098	-0.011	-0.001	-0.004
Si	9.585	3.832	6.104	-0.003	0.005	0.001
Si	9.586	7.697	6.104	-0.004	-0.004	0.004
Si	9.587	11.542	6.095	-0.003	0.002	-0.002
Si	13.435	15.37	6.09	-0.005	0.007	-0.008
Si	13.432	3.833	6.096	0	-0.003	0.002
Si	13.434	7.697	6.098	0.014	0	0.005
Si	13.434	11.545	6.093	0	-0.008	0
Si	1.897	1.901	7.452	0.001	0	-0.003
Si	1.889	5.766	7.458	-0.009	0.011	0.004
Si	1.895	9.625	7.453	-0.005	0.013	-0.001
Si	1.9	13.455	7.474	-0.003	-0.007	-0.006
Si	5.741	1.904	7.462	-0.002	0.001	0.004
Si	5.735	5.766	7.477	-0.002	0.006	0.004
Si	5.74	9.622	7.462	-0.002	-0.002	-0.003
Si	5.741	13.455	7.491	0.002	-0.004	0.002
Si	9.587	1.903	7.467	0.003	-0.018	0.002
Si	9.585	5.764	7.453	0.005	-0.004	0.002
Si	9.585	9.629	7.463	0	0.005	0.002
Si	9.589	13.459	7.469	0.01	0.003	-0.007
Si	13.436	1.9	7.45	0.005	-0.017	-0.001
Si	13.432	5.765	7.449	-0.007	0.001	0.004
Si	13.432	9.629	7.453	-0.001	0.011	0.002
Si	13.44	13.458	7.474	0.002	0.002	-0.001
Si	15.361	1.885	8.808	0.011	0	-0.006
Si	15.349	5.759	8.816	0.005	0.002	-0.004
Si	15.358	9.637	8.808	0.023	-0.006	-0.009
Si	15.368	13.453	8.845	-0.009	0.001	0.007
Si	3.814	1.895	8.815	-0.013	-0.001	-0.007
Si	3.802	5.767	8.832	0.017	-0.007	0.007
Si	3.814	9.634	8.815	-0.002	-0.005	-0.01
Si	3.814	13.452	8.857	-0.018	0.009	0.008
Si	7.659	1.89	8.825	-0.008	0.011	0.005
Si	7.671	5.764	8.824	0.017	0.002	0.004
Si	7.659	9.634	8.823	-0.014	-0.002	-0.003
Si	7.674	13.456	8.848	0.002	-0.003	0.002
Si	11.522	1.892	8.818	0.003	0.016	0.003
Si	11.509	5.775	8.809	-0.003	-0.009	-0.003
Si	11.513	9.641	8.82	0.01	-0.001	0.001
Si	11.511	13.462	8.835	-0.019	-0.004	-0.001
Si	15.389	15.374	10.214	0	-0.006	-0.001
Si	15.355	3.806	10.149	-0.009	0.013	0.002
Si	15.328	7.711	10.143	0.008	-0.017	-0.011
Si	15.375	11.532	10.215	-0.012	0.006	-0.002
Si	3.823	15.383	10.214	0.002	0.002	0.008
Si	3.788	3.815	10.162	0.006	0.029	0
Si	3.792	7.719	10.166	0.003	0.001	-0.012
Si	3.82	11.525	10.223	0.011	-0.006	0.003
Si	7.67	15.37	10.224	-0.016	-0.023	0.005
Si	7.657	3.818	10.163	0.007	0.012	-0.004
Si	7.673	7.708	10.164	-0.005	-0.015	-0.014
Si	7.664	11.537	10.22	0.001	0	-0.006
Si	11.53	15.372	10.216	-0.003	-0.016	0.004
Si	11.522	3.832	10.142	0.013	0.014	-0.011
Si	11.502	7.714	10.159	0.017	-0.021	-0.007
Si	11.514	11.551	10.212	-0.002	0.023	0
O	1.895	2.178	17.445	0.098	0.262	0.386
O	13.701	10.32	23.031	0.425	0.165	0.045
O	9.787	11.087	29.445	-0.022	0.038	-0.101
O	1.893	15.117	18.447	0.206	-0.315	-0.03
O	5.556	4.189	18.44	0.091	0.403	0.264
O	5.372	12.251	18.102	-0.31	0.076	0.102
O	11.718	2.757	19.091	0.149	-0.37	0.335
O	13.026	7.973	23.733	-0.334	0.113	0.137
O	6.06	9.79	17.722	0.418	-0.063	-0.101
O	1.403	3.266	26.258	0.302	-0.181	-0.02
O	9.917	16.366	18.149	0.228	0.123	0.218
O	9.62	13.659	17.499	-0.261	-0.034	0.479
O	9.461	3.645	18.086	-0.4	0.039	0.217
O	12.925	7.518	18.534	-0.05	-0.102	0.31
O	13.314	15.18	18.402	-0.405	-0.088	0.208
O	6.872	2.801	20.225	-0.156	-0.047	0.338
O	12.811	15.816	20.845	-0.074	0.223	0.087
O	4.004	8.81	30.134	-0.119	0.355	-0.016
O	3.611	15.321	27.296	0.335	-0.105	0.365
O	11.464	9.744	18.498	0.164	0.18	-0.489
O	4.647	13.854	19.994	-0.082	0.744	-0.198
O	13.573	4.481	20.117	-0.283	0.126	0.395
O	5.89	16.395	26.41	0.264	0.282	-0.191
O	2.21	15.276	23.702	-0.078	-0.329	-0.275
O	1.486	3.42	23.595	0.232	-0.153	-0.087
O	3.507	8.043	21.872	0.526	0.235	0.38
O	7.166	12.831	19.924	0.316	-0.357	-0.323
O	15.274	15.245	20.169	-0.155	-0.166	0.182
O	12.238	13.095	27.182	0.046	-0.303	0.527
O	2.534	5.74	22.8	-0.072	-0.045	-0.182
O	12.079	11.635	30.392	0.591	-0.045	-0.389
O	15.41	5.543	30.613	0.238	-0.098	-0.067
O	2.71	3.663	21.313	0.098	0.436	-0.486
O	9.158	7.402	20.815	0.172	-0.471	0.101
O	1.174	7.508	26.494	-0.382	0.086	0.218
O	13.729	5.903	26.213	-0.454	0.46	-0.098
O	10.6	16.127	22.178	0.225	0.434	-0.097
O	6.543	6.348	25.647	-0.599	0.315	0.429
O	3.999	12.838	22.259	-0.354	-0.241	0.206
O	3.717	16.875	25.152	-0.299	0.632	-0.246
O	12.413	4.892	28.122	-0.11	0.071	-0.346
O	12.966	9.743	25.646	0.152	0.232	0.242
O	3.339	11.883	30.075	-0.222	-0.425	0.019
O	14.202	17.486	19.263	0.663	-0.112	0.183
O	5.833	8.757	28.23	0.108	-0.18	-0.353
O	13.032	5.437	23.659	-0.461	-0.604	-0.27
O	8.566	14.772	21.058	0.226	0.246	-0.693
O	6.177	13.825	26.796	-0.296	0.182	-0.547
O	11.366	9.087	30.301	0.027	-0.12	-0.43
O	10.703	8.628	26.513	0.419	-0.554	0.017
O	13.471	15.046	25.939	-0.019	0.445	-0.096
O	14.392	14.133	28.265	0.092	-0.503	-0.211
O	2.171	5.35	27.612	0.464	-0.169	-0.067
O	11.357	13.704	21.639	0.19	0.007	-0.113
O	8.344	4.076	22.067	0.046	0.155	-0.1
O	14.633	3.784	24.865	-0.214	-0.327	-0.053
O	3.563	16.745	30.107	-0.273	-0.222	-0.427
O	1.837	18.438	28.84	-0.473	-0.07	0.338
O	14.172	6.773	28.709	-0.527	0.43	-0.234
O	7.41	10.587	23.791	-0.208	0.101	-0.297
O	3.069	11.733	20.021	0.492	-0.097	0.028
O	9.718	15.861	28.955	-0.046	-0.475	-0.168
O	15.152	15.621	30.307	-0.045	0.126	-0.437
O	0.083	12.957	30.317	0.049	0.016	-0.298
O	1.33	7.322	29.119	0.222	0.165	0.287
O	9.374	7.485	18.276	0.235	0.044	0.233
O	9.447	17.812	20.318	0.137	-0.043	0.385
O	10.927	11.253	25.845	-0.553	-0.045	-0.438
O	11.272	6.952	22.215	0.059	-0.006	-0.164
O	10.44	13.825	25.422	0.216	0.394	-0.159
O	0.08	6.305	24.386	0.298	-0.181	-0.293
O	13.523	11.58	20.638	0.007	0.335	0.427
O	2.039	9.37	20.049	-0.266	-0.302	0.333
O	8.221	4.495	24.858	0.399	-0.714	0.154
O	5.974	17.148	17.87	0.263	0.103	-0.044
O	3.989	3.915	30.076	0.067	-0.103	-0.155
O	11.67	4.013	30.437	0.074	-0.257	0.12
O	4.815	14.868	23.75	0.303	-0.047	-0.004
O	0.341	4.81	21.634	0.021	-0.057	0.155
O	15.275	18.17	31.138	-0.28	-0.04	-0.314
O	3.847	6.371	31.027	0.032	0.034	-0.2
O	4.12	17.833	27.746	0.447	0.141	-0.244
O	15.345	10.348	31.024	-0.105	-0.089	-0.153
O	0.484	11.569	19.568	0.021	0.497	0.102
O	11.588	6.553	31.136	-0.09	0.054	-0.262
O	11.396	11.143	22.18	-0.238	-0.153	0.242
O	7.578	4.849	30.104	-0.583	-0.017	-0.347
O	7.328	10.363	29.678	-0.607	-0.091	0.139
O	11.956	10.292	28.079	0.412	0.129	0.001
O	1.43	14.521	26.104	-0.397	-0.166	-0.144
O	9.288	8.797	22.998	0.211	0.376	0.041
O	8.041	16.969	22.306	-0.242	0.084	0.681
O	2.947	12.764	27.528	-0.18	-0.326	-0.317
O	2.135	14.044	20.818	-0.2	-0.035	0.561
O	13.833	6.662	21.496	0.105	0.414	-0.191
O	8.359	8.897	25.46	-0.296	0.312	0.326
O	7.055	8.096	19.471	-0.242	-0.338	0.293
O	7.408	7.822	30.149	-0.181	-0.207	-0.272
O	0.079	6.237	19.411	-0.269	0.18	-0.128
O	11.707	14.144	31.192	0.038	-0.005	-0.282
O	11.709	16.644	30.464	0.314	0.544	-0.079
O	9.019	12.358	21.822	-0.23	-0.204	0.21
O	8.146	17.936	29.1	-0.067	0.088	0.101
O	4.457	6.941	24.1	0.003	-0.073	0.156
O	7.147	15.568	28.511	-0.557	-0.059	0.308
O	8.29	15.198	26.151	0.425	0.535	0.16
O	3.587	10.241	28.008	-0.242	-0.131	-0.535
O	15.23	8.963	24.742	0.365	0.579	0.242
O	1.883	4.863	18.081	0.329	-0.125	0.101
O	6.492	5.523	23.173	-0.349	-0.191	-0.364
O	7.917	12.498	28.263	0.129	0.177	-0.264
O	6.614	13.539	22.332	0.022	0.449	0.102
O	12.58	9.163	20.806	-0.049	-0.272	0.273
O	4.49	8.619	19.49	-0.137	0.153	0.057
O	9.035	6.261	23.227	0.135	-0.038	0.273
O	8.507	8.661	27.996	0.162	0.341	0.191
O	11.267	17.937	28.265	-0.102	0.103	-0.58
O	12.771	15.173	23.354	-0.014	0.271	0.234
O	5.336	12.106	28.524	0.205	-0.265	0.428
O	1.532	14.552	28.742	0.308	0.257	0.247
O	9.803	4.637	28.714	-0.062	0.597	-0.298
O	2.096	7.973	24.07	-0.092	0.341	0.121
O	7.542	4.587	27.442	-0.339	-0.025	-0.047
O	4.376	17.62	19.918	-0.106	-0.154	-0.37
O	12.189	15.531	28.14	-0.065	0.156	-0.022
O	9.031	6.541	26.458	0.329	-0.207	-0.151
O	15.134	14.28	24.11	0.269	-0.307	-0.576
O	3.522	7.631	27.758	0.525	-0.194	-0.581
O	8.862	14.914	23.655	-0.34	0.034	-0.146
O	6.601	11.248	26.334	0.065	-0.789	0.214
O	8.095	12.817	24.93	0.106	-0.113	0.064
O	12.779	12.897	24.642	0.031	-0.4	-0.41
O	10.66	11.911	19.828	0.124	0.299	-0.275
O	9.076	9.771	19.552	-0.228	0.424	0.145
O	6.75	8.087	23.586	-0.155	0.115	-0.489
O	2.041	16.653	20.6	-0.245	0.386	-0.039
O	2.619	6.778	19.79	0.121	-0.571	0.396
O	15.074	4.406	27.932	-0.047	-0.332	-0.084
O	3.789	14.267	31.012	0.128	0.021	-0.376
O	6.368	14.651	18.23	0.205	0.075	0.227
O	0.382	16.727	24.86	-0.484	-0.039	0.091
O	3.872	16.955	22.47	0.377	0.112	0.131
O	5.518	12.354	24.303	-0.593	-0.234	0.443
O	14.108	9.786	18.788	0.567	-0.22	-0.532

Results
total energy: -100794.255 eV
total energy less fixed offsets of O -438.35, Si -107.03 eV per atom: 2.705 eV
